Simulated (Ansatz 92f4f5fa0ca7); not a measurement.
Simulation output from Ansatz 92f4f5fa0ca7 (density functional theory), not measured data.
Periodic cell of 227 atoms, Si134O92H1, from a study of silicon, its oxide and their interface. The atomic structure is a simulated model.
Doubt: the cutoff is far below the 930 eV that the study's wrapper takes by default for these files, so forces and energies are approximate.
This geometry differs little from another in the collection (a relaxation step or a small displacement).

Settings
functional: PBE
potential files: Ansatz PAW
basis: plane waves
wave-function cutoff: 580 eV
density cutoff ratio: 5
exchange-correlation grid ratio: 1
k mesh: 1 x 1 x 1, Gamma-centred
self-consistency stop: 5e-08 eV per atom in the density residual
occupations: fixed
spin: none
net charge: +1 e, with a uniform compensating background and no finite-size correction

Cell vectors (angstrom)
a	10.938	0	0
b	0	10.938	0
c	0	0	32.9893

Atoms and the computed forces on them: element, x, y, z (angstrom), force x, y, z (eV/angstrom)
Si	-0.1683	0.1881	25.4642	-0.0021	0.0043	-0.0219
Si	5.8373	-0.3156	25.5465	0.0011	0.0014	-0.0198
Si	2.5322	2.9711	25.6025	-0.0042	0.0036	-0.0173
Si	8.5691	2.4363	25.6396	-0.0025	0.0053	-0.022
Si	0.2577	5.1007	25.7214	0.0017	-0.0034	0.0069
Si	5.2194	5.6758	25.4623	-0.0066	0.0041	-0.0151
Si	2.9672	7.9267	25.3219	0.0024	-0.0022	-0.0005
Si	8.0773	8.3898	25.3852	-0.0025	0.0066	-0.0215
Si	1.4062	1.314	26.8382	0.0033	-0.0033	0.0043
Si	6.915	1.2972	26.8748	-0.0013	0.0003	-0.0034
Si	4.115	4.1361	26.8761	-0.0012	0.0004	0.004
Si	9.6506	3.9766	27.0342	0.001	0.0013	0.0008
Si	1.432	6.8247	26.7944	0.0023	-0.0006	0.0022
Si	6.8768	6.8159	26.7352	-0.0006	-0.0031	0.0033
Si	4.1454	9.4783	26.7448	-0.0023	-0.0039	-0.0012
Si	9.6051	9.5445	26.785	0.0055	-0.0059	0
Si	2.7943	-0.0636	28.16	-0.0001	-0.0003	0.0013
Si	8.2617	-0.0529	28.2334	-0.0038	0.0023	0.0104
Si	0.088	2.63	28.302	0.0003	0.0034	0.0045
Si	5.499	2.7119	28.1812	0.0007	-0.0024	0.0031
Si	2.7469	5.4792	28.2366	-0.0036	0.0009	0.0011
Si	8.211	5.4511	28.1875	0.0024	-0.0029	0.0045
Si	0.0304	8.1816	28.1621	0.004	-0.0015	0.0018
Si	5.5069	8.1567	28.178	-0.002	0.0014	0.0051
Si	4.1018	1.3673	29.571	0.0937	-0.1259	-0.2776
Si	9.5708	1.3673	29.571	0.0893	-0.4358	0.5759
Si	1.3673	4.1018	29.571	0.2566	0.0205	0.3772
Si	6.8362	4.1018	29.571	-0.0203	-0.0116	-0.0983
Si	4.1018	6.8362	29.571	0.2242	0.043	0.1629
Si	9.5708	6.8362	29.571	0.0547	0.0132	-0.268
Si	1.3673	9.5708	29.571	0.1001	-0.0865	-0.2717
Si	6.8362	9.5708	29.571	0.0076	-0.1968	-0.0046
Si	0	0	30.9383	-0.1221	0.0661	0.0382
Si	5.469	0	30.9383	0.0115	-0.0053	-0.0255
Si	2.7345	2.7345	30.9383	-0.0275	0.1367	0.0148
Si	8.2035	2.7345	30.9383	0.0113	0.0304	-0.0381
Si	0	5.469	30.9383	-0.06	-0.0527	-0.021
Si	5.469	5.469	30.9383	-0.0672	0.0192	-0.0033
Si	2.7345	8.2035	30.9383	0.0517	0.039	-0.023
Si	8.2035	8.2035	30.9383	-0.0731	0.0379	-0.0057
Si	1.3673	1.3673	32.3055	0.0341	-0.0628	-0.0214
Si	6.8362	1.3673	32.3055	0.0291	0.0206	-0.0167
Si	4.1018	4.1018	32.3055	0.0821	-0.0685	-0.0067
Si	9.5708	4.1018	32.3055	0.0028	-0.0003	-0.0244
Si	1.3673	6.8362	32.3055	0.0144	-0.0184	-0.0227
Si	6.8362	6.8362	32.3055	0.059	-0.0539	-0.0207
Si	4.1018	9.5708	32.3055	-0.0285	-0.0127	-0.016
Si	9.5708	9.5708	32.3055	0.0845	-0.0612	-0.0108
Si	2.7345	0	0.6835	-0.0027	0.0297	0.0148
Si	8.2035	0	0.6835	-0.0691	0.0082	0.0115
Si	0	2.7345	0.6835	-0.0564	0.0556	0.0071
Si	5.469	2.7345	0.6835	-0.0128	0.0657	0.0318
Si	2.7345	5.469	0.6835	-0.0291	0.0152	0.0176
Si	8.2035	5.469	0.6835	-0.031	-0.0055	0.0273
Si	0	8.2035	0.6835	-0.0924	0.0244	0.0291
Si	5.469	8.2035	0.6835	-0.0234	0.0512	0.0054
Si	4.1018	1.3673	2.0507	-0.0294	-0.0928	0.0078
Si	9.5708	1.3673	2.0507	0.0972	0.0396	0.0493
Si	1.3673	4.1018	2.0507	-0.0394	-0.0557	0.0551
Si	6.8362	4.1018	2.0507	0.0149	-0.0622	-0.0489
Si	4.1018	6.8362	2.0507	0.056	-0.0697	0.0166
Si	9.5708	6.8362	2.0507	0.0035	-0.0239	-0.0058
Si	1.3673	9.5708	2.0507	0.0793	0.0024	-0.0043
Si	6.8362	9.5708	2.0507	0.0976	-0.0829	0.0015
Si	0	0	3.418	0.1851	0.1196	0.1091
Si	5.469	0	3.418	-0.3563	0.0227	0.3875
Si	2.7345	2.7345	3.418	-0.1862	-0.2726	0.0881
Si	8.2035	2.7345	3.418	-0.312	0.0668	-0.0503
Si	0	5.469	3.418	0.0522	0.1937	-0.1305
Si	5.469	5.469	3.418	-0.0189	-0.0074	-0.4056
Si	2.7345	8.2035	3.418	-0.0598	0.468	0.2503
Si	8.2035	8.2035	3.418	-0.0916	0.3185	-0.4308
Si	1.3942	1.3413	4.8893	-0.001	0.0007	0.0049
Si	6.7805	1.4094	4.7992	-0.0027	0.0026	0.0019
Si	4.1012	4.0878	4.7421	0.0097	0.0028	-0.0029
Si	9.5086	4.1734	4.7416	0.0019	-0.0075	-0.0004
Si	1.3133	6.9031	4.7785	0.006	0.0028	-0.003
Si	6.7665	6.9095	4.7138	0.003	-0.0097	-0.0056
Si	4.0208	9.638	4.8887	-0.0015	0.0033	-0.0059
Si	9.5346	9.6096	4.7531	0.0053	-0.0054	0.0045
Si	2.7145	0.0067	6.524	0	0.0095	0.0107
Si	8.116	0.0011	6.1159	-0.0057	-0.0006	-0.0179
Si	-0.2073	2.7242	6.1085	-0.0247	-0.0169	-0.0344
Si	5.3997	2.7563	6.2062	-0.0042	0.0009	0.0036
Si	2.7495	5.5456	6.0516	-0.0062	0.0043	-0.0153
Si	8.1495	5.5878	6.0316	0.0014	0.0043	0.0106
Si	-0.0569	8.2712	6.1556	-0.0044	0.0018	0.0073
Si	5.3801	8.1841	6.1438	-0.0051	-0.0007	0.0022
Si	3.8589	1.8018	7.7827	-0.0081	0.0015	-0.0122
Si	9.5903	1.1881	7.5	0.0337	-0.0117	0.0305
Si	1.6118	3.7912	6.9863	0.0596	-0.0257	0.07
Si	6.598	4.4414	7.3053	-0.009	-0.0068	-0.016
Si	4.305	6.5732	7.5081	0.0063	-0.0048	0.0185
Si	9.2668	7.128	7.4224	0.0012	0.0137	-0.034
Si	0.8506	9.8338	7.6802	-0.0087	0.0049	-0.0078
Si	6.9902	9.3212	7.3823	0.0043	-0.0056	0.014
O	5.4567	5.4705	7.9359	-0.0004	0.0118	-0.0008
O	-0.0921	0.228	7.8924	-0.0128	0.0173	-0.0106
O	2.5644	2.8744	7.9285	-0.0309	0.025	-0.0474
O	8.1659	8.2686	7.8554	-0.0148	-0.0036	0.004
O	2.2521	8.5344	23.9409	0.0011	-0.0017	0.0013
O	8.1011	5.4869	22.9239	-0.0013	-0.0013	-0.0002
O	6.9325	9.517	24.9481	-0.003	0.007	0.0111
O	1.3769	4.0481	25.0907	0.0037	-0.0032	-0.0027
O	6.3208	9.9517	8.733	0.0024	-0.0049	0.0011
O	-0.767	3.9892	9.0532	-0.0024	-0.0133	0.0017
O	0.6545	9.1361	9.1604	0.0014	-0.0044	0.0053
O	7.5073	3.8739	8.5299	0.0229	-0.006	0.0163
O	9.8032	6.5605	8.867	0.01	-0.0204	0.0251
O	4.4523	1.7901	9.3267	-0.0002	0.0013	0.0109
O	3.5647	7.1249	8.8709	0.0051	-0.0002	-0.0092
O	8.9362	1.7216	8.9473	0.0071	-0.005	-0.0069
O	5.2274	0.4961	24.2649	0.005	-0.0087	0.0099
O	7.9796	3.2514	24.3644	0.0065	-0.0085	0.0107
O	11.6885	6.6425	19.837	0.0007	-0.0009	0.0018
O	5.8626	4.8544	24.1895	0	0.0015	0.0047
O	8.8133	7.7963	24.0051	-0.0082	0.0118	0.01
O	3.2724	2.3584	24.275	0.002	-0.0031	0.006
O	4.1107	6.7899	24.8929	0.0025	-0.0016	0.0006
O	11.3866	-0.4555	24.0729	-0.0043	0.0026	0.0063
Si	11.6558	8.9518	10.7886	-0.0014	0.0074	-0.0055
Si	6.9279	15.2152	11.6281	-0.004	-0.0054	0.0033
Si	8.1794	11.3579	15.1253	-0.0009	-0.001	-0.0002
Si	2.0441	13.1055	19.3687	-0.0004	0	-0.0007
Si	4.6102	13.4883	10.7971	-0.0009	-0.0035	-0.0058
Si	1.6823	-2.3944	17.6444	0.0002	-0.0014	-0.0009
Si	4.9509	1.4341	18.8376	-0.0001	-0.0004	0.0003
Si	0.7934	-0.6396	20.1386	-0.0013	0.0008	-0.0019
Si	-0.8909	7.6811	13.0536	0.0011	0.0025	-0.0017
Si	-3.2558	-1.9427	16.6307	0.0001	-0.0001	0.0002
Si	9.1167	2.4739	16.7208	-0.0007	-0.0005	0.0012
Si	8.7152	3.287	9.4236	-0.0441	-0.0093	0.0046
Si	6.4892	9.8238	10.3602	0.0016	0.0087	-0.0057
Si	10.6884	5.4456	9.6372	-0.0129	0.0457	-0.0034
Si	1.6282	8.9953	14.5563	0.0023	-0.0001	0.0005
Si	3.9856	12.0875	23.4513	-0.0008	0.0022	0.0019
Si	5.3319	3.0191	21.4144	-0.0007	0.0009	0.0004
Si	-3.8924	7.4423	12.1474	-0.0002	0.0031	0.0006
Si	-1.9654	-1.8772	19.2294	-0.0021	0.0004	0.0002
Si	11.3812	5.6569	21.0988	-0.0001	-0.0017	-0.0004
Si	6.3	2.2943	16.0662	0.0045	-0.0035	0.001
Si	16.3787	4.3514	14.2171	0.0038	0	-0.0031
Si	-0.1209	4.867	12.7076	0.001	-0.0091	0.0079
Si	10.2729	2.2141	13.9963	-0.0004	-0.0033	0.001
Si	1.684	9.8879	23.1681	0.0006	0.0009	-0.0022
Si	2.9944	4.5384	12.1915	0.0031	-0.0035	-0.0083
Si	5.865	6.8806	16.0708	0.0004	0.0012	0.0006
Si	-4.8979	9.4897	19.0532	0.0005	-0.0008	0.0004
Si	10.5829	6.7503	18.6351	-0.0004	-0.0007	-0.0012
Si	4.2542	6.9919	18.6633	0.0002	-0.0002	0.0001
Si	-0.3037	3.8605	18.8209	0.0001	-0.0015	-0.0002
Si	4.467	0.0583	12.1785	-0.0015	0.0028	-0.0007
Si	12.3859	11.273	12.6942	-0.0008	-0.0006	-0.0027
Si	2.5589	6.6972	10.0931	0.0048	0.0095	0.0051
Si	7.1609	4.251	23.3944	-0.0004	-0.0036	-0.0011
Si	9.3767	6.3777	23.3805	-0.0006	-0.004	-0.0086
Si	4.5652	-2.3988	13.9099	-0.001	-0.0008	0.0012
Si	3.1782	4.7793	20.816	-0.0002	-0.0008	0.0001
O	8.9486	-1.6493	17.607	-0.0008	0.0003	-0.0016
O	-4.5835	9.5426	17.4399	0.0007	-0.0004	-0.0003
O	11.587	1.6819	13.1493	-0.0003	0.0019	0.0001
O	10.3829	6.1635	13.5637	-0.0005	0.0043	0.0069
O	3.7204	5.8098	19.6607	0.0008	-0.0008	-0.0007
O	12.2738	5.7965	9.3827	0.0214	-0.0074	-0.0173
O	7.5469	10.9278	10.919	-0.0614	-0.0924	0.0898
O	-3.5365	-3.5255	16.323	0.0001	-0.0011	0.0001
O	5.6578	3.8013	10.7002	-0.0014	0.0016	-0.0017
O	14.9801	4.6119	13.4246	0.004	0	0.0078
O	-1.2883	1.3321	25.0338	-0.0021	-0.0014	0.0126
O	5.006	8.1302	15.4247	-0.0002	0.0002	-0.0012
O	8.8248	11.8053	16.5794	-0.0007	-0.0006	-0.0004
O	2.9251	8.2088	13.8518	0.0001	-0.0001	0.0008
O	4.9798	10.0368	10.9583	0.0032	-0.0032	0
O	1.9372	5.3848	21.7178	-0.0015	0.0002	-0.0003
O	13.0123	8.03	10.8989	0.0074	-0.0017	0.001
O	1.2056	-1.2763	21.6133	0.0011	-0.0005	0.0033
O	1.061	3.0503	18.3976	0.0004	-0.0008	0.0002
O	5.4992	2.6098	19.8448	0.0002	-0.0002	0.0008
O	2.9594	7.6086	17.925	-0.0004	-0.0005	-0.0005
O	1.8419	-1.7873	16.1537	-0.0002	-0.0009	-0.0007
O	0.6678	10.3927	11.5465	-0.0016	0	0.0014
O	2.8986	0.0127	23.1142	0.0012	0.0015	-0.0001
O	3.1774	3.1866	11.2794	-0.0013	0.0009	0.0002
O	0.3074	7.6789	17.4978	-0.0002	-0.0007	-0.0003
O	-0.6247	13.6604	15.5841	0.0011	-0.0005	-0.001
O	-2.5428	7.8082	13.0449	-0.0012	-0.0014	0.0007
O	7.1369	5.8935	11.6047	0.0037	0.0059	-0.0031
O	5.0957	8.1911	19.4254	-0.0006	-0.0005	-0.0009
O	5.2014	6.3666	17.4746	-0.0002	-0.001	-0.0003
O	5.6094	7.7127	12.9233	0.0034	-0.0015	-0.0016
O	10.4048	5.3139	11.2003	-0.013	0.0023	-0.0016
O	-0.542	6.468	22.1114	0.001	-0.0008	-0.0036
O	-1.7809	0.9972	13.93	0.0008	-0.0001	0.0002
O	-0.5839	5.2611	18.0126	-0.001	0.0009	-0.0012
O	7.9813	9.7459	15.2004	0.0006	-0.0006	0
O	6.6257	3.8721	13.1801	0.0014	0.0006	-0.0017
O	4.494	4.4036	21.6868	0.0015	-0.0013	-0.001
O	8.2302	3.4853	10.9667	0.0163	-0.0038	-0.0139
O	7.4852	9.3727	19.8478	-0.0002	-0.0006	-0.0012
O	10.4671	8.0788	11.4965	-0.0028	-0.0049	0.0016
O	7.6715	14.1237	16.3462	0.0003	0.0003	0.0002
O	1.688	10.5437	14.104	-0.0002	-0.0012	0.0022
O	0.1201	8.5096	14.0707	-0.0018	-0.0018	-0.0009
O	9.9419	3.5882	13.1777	0.0008	0.0015	-0.0009
O	14.2493	5.7944	11.1956	0.0051	0.001	0.0022
O	-3.9237	8.3426	10.7863	0.0015	0.0026	0.0003
O	-0.2595	4.2851	20.4331	0.0003	0.001	0.0009
O	6.7006	12.0388	15.0151	0.0003	-0.0011	-0.0005
O	13.8463	11.4368	12.0035	0.0002	-0.0009	0.0005
O	16.1103	3.207	15.3373	-0.005	0.001	-0.0018
O	6.7673	3.3496	22.1006	0.0012	0.0023	0.0017
O	5.1951	12.4512	11.9312	-0.0011	0.0007	0.0021
O	5.2926	10.8857	19.4394	0	-0.0008	-0.0004
O	3.3293	1.5268	18.5986	-0.0002	-0.0006	0
O	9.4654	2.8607	18.2651	-0.0003	-0.0008	-0.0006
O	1.1785	11.9053	20.1077	-0.0004	-0.0018	0
O	1.5798	9.6303	18.8641	-0.0001	0	0.0015
O	10.2472	5.649	24.5231	0.0019	-0.0034	0.0041
O	5.9349	5.6851	14.9848	0.002	-0.0009	-0.0011
O	4.595	1.7333	22.0815	-0.0013	-0.0027	0.0014
O	2.6333	14.2394	20.3734	0.0007	0.0004	0
O	-0.8161	20.9304	19.9354	0.0023	0.0006	0.001
O	4.7291	-0.7852	13.5605	-0.0002	0.0016	0.0007
O	5.6923	1.6645	17.4208	-0.0002	-0.0003	0.0005
O	1.4826	4.5907	12.7824	-0.0035	-0.0014	0.0032
O	9.2723	7.4415	19.335	-0.0003	-0.0033	0.0005
H	8.0483	11.4667	10.2869	0.0567	0.0847	-0.0881

Results
free energy: -137526.754 eV
free energy less fixed offsets of H -15.97, O -568.88, Si -635.61 eV per atom: -2.084 eV

The program warned: the cutoff lies below the one the program advises for these potential files; the exchange-correlation potential is rough where the density is thin.
